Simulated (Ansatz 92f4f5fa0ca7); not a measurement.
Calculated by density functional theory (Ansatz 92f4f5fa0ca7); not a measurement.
Periodic cell of 180 atoms, Si99O81, from a study of silicon, its oxide and their interface. The atomic structure is a simulated model.

Settings: functional r2SCAN; potential files Ansatz norm-conserving; basis plane waves; wave-function cutoff 1300 eV; density cutoff ratio 4; exchange-correlation grid ratio 1; k mesh 2 x 2 x 1, shifted by 0.5 0.5 0.5 of a step; self-consistency stop 5e-08 eV per atom in the density residual; occupations Fermi-Dirac, 0.05 eV; spin none; net charge 0.

Cell vectors (angstrom)
a 11.5403 0 0
b 0 11.5403 0
c -2.4675 4.0933 22.6123

Atoms and the computed forces on them: element, x, y, z (angstrom), force x, y, z (eV/angstrom)
Si -0.0052 5.0896 -0.7542 -0.1101 -0.1465 -0.3206
Si 0.0729 8.1818 -0.7124 -0.2106 -0.9064 -0.0329
Si 0.2417 13.9068 -1.9018 0.1133 0.2121 -0.3367
Si 1.962 4.6434 0.4964 -0.0045 0.2007 0.2151
Si 4.1218 6.7063 -0.164 -0.2262 -0.2286 -0.5862
Si 2.5866 12.0798 -1.7249 -0.1325 0.1568 -0.1813
Si 6.166 2.7535 1.3461 -0.4831 0.0886 -0.4099
Si 8.1457 6.8157 0.1142 -0.4783 -0.2998 -0.5862
Si 8.3179 12.4495 -0.7907 -0.2885 -0.0962 -0.1968
Si 5.3615 0.8506 -0.8464 -0.2729 -0.0309 -0.1389
Si 1.6283 7.9604 1.1121 0.4819 -0.1614 -0.2724
Si 1.3813 13.1413 0.7072 -0.0306 0.251 -0.152
Si 8.473 2.7567 0.7167 0.3194 0.0759 0.3402
Si 5.9942 6.7877 1.206 0.3574 0.1412 0.3138
Si 6.2102 10.7325 1.4587 -0.5055 -0.1982 -0.311
Si 9.4463 4.9095 0.5014 0.306 0.0506 0.1347
Si 9.5361 8.6753 0.5693 -0.1141 0.2337 -0.0539
Si 8.5327 10.8273 0.9416 0.0649 -0.0835 0.1021
Si 1.7097 5.7619 2.4577 0.0424 0.0168 -0.0815
Si 1.7049 9.5552 2.7922 -0.0873 0.0989 0.0573
Si 1.5325 12.0327 2.8036 -0.0575 -0.1279 0.2857
Si 5.6859 4.8143 2.4084 0.2184 0.0104 0.2872
Si 5.7354 8.7252 2.5772 0.0204 0.1415 0.2261
Si 5.7959 12.5542 2.8903 0.0813 -0.1537 0.5029
Si 9.5322 5.593 2.7449 -0.2485 -0.0212 0.5191
Si 9.5648 8.0761 2.8547 0.0035 -0.1023 0.0401
Si 9.2926 12.2626 2.7888 0.0713 0.3988 -0.3514
Si -0.0373 4.9954 3.8308 0.0914 0.0652 0.14
Si -0.1343 8.8875 4.1337 -0.3141 -0.2208 -0.017
Si -0.3808 12.3965 4.2089 0.2851 0 0.342
Si 3.683 5.0705 3.6405 -0.0633 0.091 -0.0174
Si 3.7223 8.8555 3.8492 0.1904 -0.0469 -0.2779
Si 3.6237 12.674 3.8702 0.017 0.0826 -0.1814
Si 7.5034 4.9003 3.9425 0.0505 -0.0819 -0.2852
Si 7.6048 8.7067 4.1174 -0.0365 -0.086 -0.1337
Si 7.6403 12.4662 4.4322 -0.2573 0.2551 0.119
Si -0.1837 3.0283 5.2755 0.0514 0.1097 -0.1957
Si -0.1007 6.8489 5.2486 0.3565 -0.1437 0.3003
Si -0.3192 10.5857 5.8056 0.1024 -0.0517 -0.1327
Si 3.6439 3.198 5.1026 0.0137 0.1023 0.1191
Si 3.7466 6.8502 5.1283 -0.1708 0.0184 0.233
Si 3.7237 10.7479 5.1685 -0.2126 -0.0868 0.0401
Si 7.6038 3.0778 5.4945 0.0267 0.1502 -0.1574
Si 7.4044 6.7523 5.3876 -0.1183 -0.1903 0.0762
Si 7.7309 10.4802 5.7797 -0.02 -0.254 -0.1468
Si 1.7964 3.024 6.5533 0.0963 -0.0824 -0.0932
Si 1.8415 6.9342 6.5236 0.0905 -0.198 -0.0959
Si 1.8653 10.6779 6.6894 0.2007 0.0178 0.0538
Si 5.5472 3.1945 6.689 -0.0433 0.0418 -0.2755
Si 5.4555 6.7437 6.7667 0.1278 0.3725 -0.1312
Si 5.5412 10.6162 6.5651 -0.2097 0.1127 0.3072
Si 9.5345 3.8556 6.6496 -0.0873 -0.1809 0.0301
Si 9.476 6.2252 6.3894 -0.2468 0.5861 -0.2776
Si 9.5597 10.0137 7.5135 0.0439 -0.1049 -0.5037
Si 1.6382 5.0283 7.7987 -0.1098 0.0394 -0.1222
Si 1.7594 8.6152 10.2919 0.2142 0.006 -0.0285
Si 2.6 12.6244 7.7948 -0.1082 0.0335 -0.1797
Si 5.5812 4.9929 8.4031 -0.0538 0.0579 -0.0582
Si 4.7111 8.7605 7.7435 0.4283 -0.1508 0.606
Si 4.9756 12.6352 7.6083 0.4224 -0.1718 0.4425
Si 11.3295 5.7824 9.1692 0.6071 0.2398 0.0811
Si 9.6663 7.5104 8.31 -0.3138 -0.5586 0.1874
Si 9.5475 11.3032 9.5848 -0.5366 0.0776 0.1517
Si 3.3677 4.7169 9.3398 -0.3689 -0.2584 0.6986
Si 2.3297 8.7525 7.932 -0.137 -0.0639 -0.0264
Si 2.0032 13.4792 9.8592 0.758 0.2955 0.0316
Si 7.7912 5.6153 9.712 -0.3379 0.3564 0.3363
Si 3.0301 7.102 14.6919 0.1236 0.0897 0.0174
Si 6.4164 11.8845 10.3409 -0.3815 0.3932 -0.1505
Si 9.5353 4.2157 8.9974 0.0337 -0.2741 0.1112
Si 12.9993 6.3779 10.8477 -0.0485 -0.2666 0.1005
Si 10.6003 13.331 10.2895 0.0588 0.9556 -0.209
Si 9.648 14.0077 20.1817 0.0318 0.9809 -0.649
Si 7.1646 5.0918 12.8358 -0.2949 -0.1636 0.3141
Si 12.518 10.6938 16.9211 -0.178 -0.0278 -0.0866
Si 12.6732 7.8663 16.6615 -0.1313 0.018 0.111
Si 7.8892 5.4263 15.8495 -0.0642 0.2368 0.0464
Si 4.9964 6.3071 16.9319 0.0722 -0.0399 0.0597
Si 7.3575 4.4517 20.1613 0.1083 0.101 -0.4615
Si 4.7914 9.2947 10.7432 0.2073 -0.2841 -0.2982
Si 12.5859 5.1988 13.7267 0.0611 -0.0526 0.2504
Si 5.481 11.4596 19.7279 -0.1349 -0.1766 0.0878
Si 9.4152 3.1072 17.0108 0.0104 -0.1373 -0.1982
Si 6.2037 9.7418 14.6464 -0.0229 0.0498 0.0274
Si 7.1378 11.2701 17.3593 0.0445 -0.1566 -0.2193
Si 8.7298 -0.5419 13.3982 -0.1759 -0.0213 0.3592
Si 10.796 10.309 11.3148 0.0579 -0.9725 0.5367
Si 2.7269 10.7056 19.5196 0.0159 -0.1092 -0.1805
Si 2.2165 2.5239 14.3741 0.2334 0.0252 0.1516
Si 4.8796 1.7801 14.8381 0.2667 -0.0425 -0.1718
Si 5.3278 7.4436 13.0879 0.0351 -0.0214 0.172
Si 10.7208 5.5777 16.1307 0.1128 0.2274 0.1036
Si 3.7747 10.6843 15.8358 0.0095 0.0374 -0.0759
Si 7.1133 13.4098 12.8322 -0.0512 0.0065 0.2051
Si 3.9406 3.4584 16.7283 -0.0266 0.2376 -0.0875
Si 3.697 8.4682 18.1335 0.0898 -0.121 -0.0297
Si 5.9357 13.862 18.4934 -0.1209 0.0425 -0.2262
Si 9.7939 11.8264 16.1784 0.0942 0.0096 0.0506
Si 12.3578 12.5497 12.4254 0.1668 -0.2197 0.5725
O 3.0722 7.8782 0.2609 -0.2432 -0.1498 0.4647
O 1.7127 13.329 -2.3667 -0.1666 -0.1858 0.3253
O 6.8276 0.8581 -1.5681 0.0173 0.0279 0.5181
O 5.2287 2.242 0.0291 0.3718 -0.3258 0.1784
O 11.1282 14.7362 20.3341 -0.422 -0.1571 0.0474
O 5.2523 -0.4911 0.1038 0.5654 0.3875 0.1438
O 2.3395 12.1087 -0.1095 0.0002 0.0174 -0.374
O 0.0842 13.4823 -0.3031 0.2077 -0.2589 0.1083
O 9.4077 2.2087 2.0156 -0.4681 -0.1174 -0.4779
O 5.4141 10.7654 10.9474 0.1272 0.0312 -0.0981
O 11.7492 9.1259 10.6827 0.6018 0.2648 0.0519
O 5.2782 8.7621 9.294 -0.3297 0.1059 0.0956
O 11.0701 13.4117 11.8813 -0.1006 -0.2778 -0.5731
O 11.9654 13.8213 9.4787 -0.2712 -0.1978 0.6289
O 11.8249 9.2175 16.8948 0.3765 0.0697 -0.045
O 0.0581 3.9841 -1.9962 0.023 -0.1653 0.138
O 11.3265 11.7309 16.6723 -0.0942 -0.0924 -0.0403
O -0.9045 13.2704 -2.881 0.0917 -0.3335 0.3798
O 3.3359 5.2479 -0.2047 0.06 0.2161 0.1556
O 13.8997 5.6497 14.5783 -0.1817 0.1389 -0.1542
O 4.5672 7.0232 -1.6853 0.0272 -0.0351 -0.1009
O 2.1542 10.8324 15.7913 0.1277 -0.0845 0.244
O 4.057 5.0051 17.1834 0.1246 -0.0518 -0.1226
O 4.175 0.7523 -1.9746 0.1051 0.0157 0.4394
O -0.038 6.6255 -1.3756 0.0266 0.4489 0.2524
O 2.3319 7.6929 17.7256 0.0778 0.2256 -0.1462
O 3.0411 14.7514 9.9757 -0.2602 -0.0744 -0.2279
O 6.6661 12.8647 17.3729 -0.076 0.0716 0.3054
O 11.2224 5.3779 14.5906 0.2116 -0.0223 -0.0193
O 4.386 2.6181 18.0477 0.3497 0.03 -0.0815
O 6.4253 13.0743 11.4294 0.2561 -0.2008 -0.0203
O 7.9126 11.3476 9.9912 0.4196 0.0248 0.1192
O 2.0351 12.7823 11.3462 -0.4495 0.1177 -0.0589
O 12.9823 3.6524 13.5031 -0.0161 -0.0148 -0.0359
O 8.2845 7.1489 9.2552 0.2833 -0.2701 0.0598
O 9.5692 -0.5175 14.791 -0.156 0.1165 -0.1443
O 5.5589 8.2755 11.7371 -0.1872 0.0828 0.0398
O 11.7532 6.5722 16.8615 -0.0217 -0.0808 -0.2472
O 4.8951 7.3561 18.1907 -0.272 0.0235 -0.2349
O 7.7695 5.5459 11.3918 0.0293 0.0542 -0.6576
O 11.8915 11.0085 12.3235 -0.2197 0.2072 -0.3958
O 9.4485 14.4332 10.0066 0.1051 0.6623 -0.0382
O 12.4102 6.0052 12.3403 0.3638 -0.1103 0.1297
O 3.7081 7.5495 13.3058 0.1147 -0.1163 0.1545
O 7.1618 15.0153 12.8957 0.0398 0.1311 -0.0847
O 8.1122 3.9289 16.4592 0.2333 0.0834 0.1279
O 5.7477 12.5843 9.0559 0.0766 -0.0409 0.1906
O 6.5369 6.0197 16.5336 0.0222 -0.1659 -0.099
O 8.7629 11.2404 17.3035 -0.124 0.1647 -0.122
O 2.5266 2.9955 15.9593 0.1824 -0.0825 -0.2809
O 4.5916 10.111 14.526 0.1536 0.0655 0.2466
O 9.2434 6.2641 16.2329 0.0385 -0.4284 -0.0854
O 4.2652 7.078 15.7198 -0.1936 -0.0506 -0.097
O 7.24 10.3765 13.5798 0.1792 0.0758 0.0091
O 8.5081 1.0241 12.9402 -0.0548 -0.2145 -0.1584
O 5.7214 5.8678 12.9506 0.235 0.1145 -0.0672
O 6.5003 10.653 18.7282 -0.1262 0.342 0.0907
O 7.9121 5.4979 14.2229 -0.131 -0.101 -0.1014
O 6.6626 10.3049 16.1165 -0.0608 0.1348 -0.0205
O 3.9897 11.6276 19.1116 0.0949 -0.0974 0.1161
O 2.1293 14.5906 0.8547 0.0428 -0.1722 -0.2483
O 3.3405 9.1744 19.5504 -0.1056 0.2923 -0.2092
O 3.1548 9.3291 10.8994 -0.2828 -0.0839 -0.0601
O 5.9947 13.0048 19.8877 0.0037 -0.1813 -0.228
O 9.3467 2.4933 18.5293 0.1151 -0.0747 0.6516
O 1.8209 8.0638 15.1837 0.119 -0.3088 0.1531
O 7.7921 6.6055 -1.4909 0.2036 0.4172 -0.2468
O 1.5909 10.932 18.3923 0.1793 -0.1211 0.0829
O 5.1293 3.1826 15.6312 -0.3568 -0.1929 0.1269
O 9.5375 13.4095 15.9732 -0.034 -0.0472 0.1875
O 4.0707 9.6619 17.0712 -0.1385 -0.0152 0.0439
O 6.2313 8.1468 14.2789 -0.2182 0.0886 -0.1796
O 2.9754 5.7209 10.6107 -0.3837 0.0533 -0.2006
O 8.5151 3.4893 20.8092 0.0328 -0.2373 -0.2474
O 6.225 1.3485 14.0961 -0.0437 0.0729 -0.1736
O 4.3774 12.201 15.9222 -0.0407 -0.104 -0.1058
O 1.2375 1.2631 13.995 -0.0325 0.1647 -0.5924
O 9.5203 -1.4967 12.3352 0.1356 0.2403 0.0966
O 3.6793 2.0857 13.7793 -0.2301 0.1387 0.3304
O 6.6574 15.2822 18.8454 0.1989 -0.0187 0.3022
O 10.6928 15.6636 16.8743 -0.3225 0.1197 -0.0364

Results
free energy: -49236.501 eV
free energy less fixed offsets of O -463.61, Si -117.95 eV per atom: -7.041 eV
pressure: -2.09 GPa
stress xx, yy, zz, yz, xz, xy (GPa, positive in tension): 2.88, 1.72, 1.68, -0.04, -0.18, -0.12
